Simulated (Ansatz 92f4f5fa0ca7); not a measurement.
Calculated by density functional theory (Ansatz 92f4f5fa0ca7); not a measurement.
Periodic cell of 273 atoms, Si166O106B1, from a study of silicon, its oxide and their interface. The atomic structure is a simulated model.
Doubt: the cutoff is far below the 930 eV that the study's wrapper takes by default for these files, so forces and energies are approximate.
This geometry differs little from another in the collection (a relaxation step or a small displacement).

Settings
functional: PBE
potential files: Ansatz PAW
basis: plane waves
wave-function cutoff: 580 eV
density cutoff ratio: 5
exchange-correlation grid ratio: 1
k mesh: 1 x 1 x 1, Gamma-centred
self-consistency stop: 5e-08 eV per atom in the density residual
occupations: fixed
spin: none
net charge: -1 e, with a uniform compensating background and no finite-size correction

Cell vectors (angstrom)
a, 11.6015, 0, 0
b, 0, 13.3963, 0
c, 0, 0, 29.8085

Atoms: element, x, y, z (angstrom)
Si, 11.5516, 0.1742, 22.9049
Si, 3.9202, 0.1471, 23.0356
Si, 7.6663, 0.1176, 23.1495
Si, 2.0722, 3.4551, 22.8828
Si, 5.9033, 3.691, 22.9946
Si, 9.7607, 3.5396, 23.0338
Si, 11.6633, 6.8568, 23.0684
Si, 3.9563, 7.0364, 23.1975
Si, 7.7966, 6.8871, 23.251
Si, 2.0404, 10.229, 23.2629
Si, 5.8627, 10.0906, 23.3273
Si, 9.8457, 10.078, 23.2409
Si, 11.698, 2.3824, 23.7477
Si, 4.003, 2.4019, 23.7458
Si, 7.7866, 2.4156, 23.769
Si, 2.031, 5.7078, 23.7044
Si, 5.8359, 5.8115, 23.9917
Si, 9.7417, 5.7322, 23.9151
Si, 11.7549, 9.0166, 24.0402
Si, 3.9088, 9.1282, 24.2134
Si, 7.8537, 9.0775, 24.0548
Si, 1.9158, 12.4986, 23.8166
Si, 5.7813, 12.3683, 23.9544
Si, 9.6821, 12.3893, 23.7891
Si, 11.6464, 2.2946, 26.1602
Si, 3.9218, 2.3035, 26.1559
Si, 7.7536, 2.3233, 26.1769
Si, 1.98, 5.6264, 26.146
Si, 5.8215, 5.6763, 26.3339
Si, 9.7067, 5.6546, 26.2907
Si, 11.6694, 8.9633, 26.3743
Si, 3.8902, 9.0132, 26.5099
Si, 7.7967, 8.9981, 26.3923
Si, 1.9233, 12.3676, 26.2247
Si, 5.8099, 12.3228, 26.3212
Si, 9.6865, 12.3378, 26.1923
Si, 1.9769, 1.1909, 26.9949
Si, 5.8308, 1.1859, 27.0199
Si, 9.6881, 1.1819, 26.9682
Si, 11.65, 4.5102, 26.9999
Si, 3.888, 4.5057, 27.0134
Si, 7.7562, 4.5254, 27.0549
Si, 1.9674, 7.8023, 27.127
Si, 5.8525, 7.8847, 27.1747
Si, 9.7209, 7.8667, 27.1515
Si, 11.5999, 11.223, 27.064
Si, 3.8512, 11.2733, 27.1305
Si, 7.7833, 11.2354, 27.1069
Si, 1.9504, 1.1173, 29.3791
Si, 5.8004, 1.1293, 29.4075
Si, 9.6548, 1.1227, 29.363
Si, 0.0136, 4.4579, 29.3874
Si, 3.8721, 4.4505, 29.3809
Si, 7.7241, 4.4768, 29.425
Si, 1.9402, 7.7716, 29.4823
Si, 5.8319, 7.835, 29.5307
Si, 9.6876, 7.8518, 29.5114
Si, -0.0404, 11.1441, 29.4401
Si, 3.858, 11.2038, 29.487
Si, 7.7994, 11.1588, 29.4732
Si, -0.0108, -0.0119, 0.3371
Si, 3.8723, 0.0142, 0.4599
Si, 7.7136, -0.0186, 0.4037
Si, 1.9469, 3.3279, 0.362
Si, 5.7879, 3.3408, 0.4298
Si, 9.6491, 3.3478, 0.3649
Si, -0.0165, 6.6706, 0.4277
Si, 3.889, 6.6584, 0.3988
Si, 7.7676, 6.694, 0.4527
Si, 1.9185, 10.0405, 0.3913
Si, 5.8298, 10.0971, 0.4378
Si, 9.682, 10.0379, 0.6476
Si, 11.509, -0.111, 2.6991
Si, 3.8439, -0.062, 2.8442
Si, 7.7144, -0.1533, 2.7808
Si, 1.9138, 3.2694, 2.7216
Si, 5.771, 3.2748, 2.8225
Si, 9.6008, 3.2951, 2.7393
Si, 11.5434, 6.6841, 2.7798
Si, 3.8741, 6.6097, 2.7449
Si, 7.7761, 6.7032, 2.81
Si, 1.8709, 9.9819, 2.7501
Si, 5.8772, 10.0332, 2.8033
B, 9.6762, 9.9839, 2.7061
Si, 11.5419, 2.154, 3.4087
Si, 3.813, 2.1462, 3.6563
Si, 7.7006, 2.0735, 3.5457
Si, 1.8838, 5.5155, 3.4631
Si, 5.8372, 5.5488, 3.575
Si, 9.655, 5.5088, 3.6168
Si, 11.3953, 8.9869, 3.4555
Si, 3.8948, 8.8716, 3.4142
Si, 7.9623, 9.0059, 3.4614
Si, 1.8505, 12.2208, 3.5285
Si, 5.7647, 12.2157, 3.7565
Si, 9.6331, 11.9423, 3.4084
Si, 11.4803, 2.1476, 5.7311
Si, 3.7319, 2.0319, 6.0714
Si, 7.6146, 1.9581, 5.915
Si, 1.8767, 5.4059, 5.7948
Si, 5.8154, 5.4691, 5.9428
Si, 9.6249, 5.4384, 6.0131
Si, 11.6104, 8.8051, 5.846
Si, 3.9163, 8.7943, 5.7313
Si, 7.807, 8.8305, 5.8528
Si, 1.7726, 12.1528, 5.903
Si, 5.7272, 12.1178, 6.2547
Si, 9.5922, 12.0721, 5.7842
Si, 1.6342, 0.9697, 6.7165
Si, 5.6725, 0.9871, 7.0119
Si, 9.6407, 0.9004, 6.5387
Si, 11.5752, 4.3051, 6.7034
Si, 3.8299, 4.3271, 6.5537
Si, 7.6997, 4.1688, 6.6257
Si, 2.007, 7.6416, 6.4631
Si, 5.857, 7.7529, 6.658
Si, 9.721, 7.7099, 6.7144
Si, 11.4395, 10.977, 6.7602
Si, 3.6549, 10.9406, 6.6374
Si, 7.7769, 10.9702, 6.8467
O, 9.9083, 7.8878, 8.3774
O, 9.9138, 0.7771, 8.1887
O, 1.0391, 0.9149, 8.3022
O, 3.0671, 10.5831, 8.1491
O, 5.8482, 7.9148, 8.3259
O, 5.6076, 1.1847, 8.6964
O, 3.7614, 4.308, 8.2011
O, 7.656, 3.7219, 8.2503
O, 0.0519, 4.2727, 8.3755
O, 11.1544, 10.9329, 8.414
O, 8.1321, 10.7741, 8.4868
O, 2.3022, 7.537, 8.0827
O, 11.4254, 0.1996, 21.2243
O, 9.7601, 3.6554, 21.3693
O, 4.1358, 7.5479, 21.6108
O, 6.0025, 4.1831, 21.3807
O, 5.7491, 9.7512, 21.6914
O, 2.1486, 3.3882, 21.201
O, 7.3495, 13.4318, 21.5108
O, 4.0194, 0.1449, 21.371
O, 7.7478, 6.9625, 21.6
O, 2.1234, 10.175, 21.611
O, 11.5509, 6.9702, 21.406
O, 10.1605, 9.6461, 21.6492
Si, 11.5746, 6.4403, 11.2778
Si, 1.5682, 10.3656, 16.2487
Si, 0.2151, 3.68, 9.8887
Si, 8.0813, 12.8532, 20.1835
Si, 2.8362, 10.4685, 9.7444
Si, 2.5723, 10.3934, 20.0679
Si, 10.3488, 3.7076, 19.8477
Si, 0.2476, 12.8026, 17.088
Si, 10.813, 0.6981, 19.7793
Si, 3.1581, 7.7489, 16.2165
Si, 0.3331, 6.4876, 19.9008
Si, 9.3852, 2.5238, 14.2834
Si, 2.9002, 2.5455, 11.0289
Si, 5.1305, 11.982, 15.3496
Si, 4.9404, 8.6816, 20.7381
Si, 3.611, -0.391, 11.2796
Si, 5.5833, 8.8861, 14.7787
Si, -0.1697, 11.3097, 9.9866
Si, 9.4553, 10.0123, 20.2275
Si, 3.4601, 0.0465, 19.8387
Si, 7.4634, 4.7023, 9.5301
Si, 2.3691, 12.3582, 14.157
Si, 6.1887, 0.5913, 10.1308
Si, 2.797, 2.903, 19.7625
Si, 5.7176, 4.4503, 13.6403
Si, 7.4733, 0.2122, 15.5918
Si, 9.6097, 11.3432, 15.1946
Si, 1.9886, 6.5639, 13.5312
Si, 2.8388, 3.5284, 14.0035
Si, 11.7054, 9.1713, 18.4177
Si, 11.226, 0.8605, 9.1654
Si, 9.127, 7.3219, 9.6928
Si, 8.6755, 8.5574, 14.565
Si, 4.7797, 7.165, 12.3251
Si, 2.9732, 5.6287, 18.7411
Si, 2.5162, 7.4155, 9.6733
Si, 6.2718, 8.4304, 9.815
Si, 4.3223, 4.7651, 9.6378
Si, 9.3541, 10.4967, 12.2665
Si, 5.9472, 13.0271, 17.9628
Si, 7.9779, 4.9356, 18.3617
Si, 8.3052, 5.4094, 15.197
Si, 7.3306, 11.0766, 9.8978
Si, 5.3876, 4.2069, 19.8626
Si, 0.7841, 1.4926, 15.0336
Si, 7.5539, 7.5272, 20.0949
Si, 7.6454, 2.7921, 11.8529
O, 3.4511, 6.1022, 10.0379
O, 1.9467, 2.6588, 15.072
O, -0.3654, 12.94, 10.1484
O, 8.3645, 8.8976, 19.8325
O, 2.4245, 1.3117, 19.5253
O, 8.1481, 5.3067, 16.8006
O, 2.7344, 11.9825, 19.7113
O, 7.1561, 8.7629, 15.1153
O, 1.2833, 0.1869, 14.1704
O, 4.4082, 3.821, 14.4297
O, 4.2286, 3.4338, 10.6143
O, 10.9526, 2.081, 14.4804
O, 11.3719, 4.8323, 10.9677
O, 10.8442, 12.0181, 16.0362
O, 8.9366, 6.9084, 14.7634
O, 1.7669, 3.3453, 10.2017
O, 8.4566, 5.9328, 9.1988
O, 11.1401, 2.2964, 19.5388
O, 5.4116, 7.6106, 10.9022
O, 11.4165, 7.5943, 18.7913
O, 7.878, 8.2681, 10.1308
O, 10.1306, 7.1478, 10.9682
O, 9.2185, 4.1116, 14.7221
O, 8.8286, 11.4664, 20.5309
O, 10.5751, 10.517, 11.1544
O, 8.3614, 12.2386, 15.7541
O, 4.4408, 2.8809, 19.8047
O, 4.6567, 0.2177, 18.7449
O, 10.482, 10.0923, 18.972
O, 6.7949, 0.689, 17.0222
O, 0.514, 6.7394, 12.8103
O, 1.0461, 7.129, 10.2828
O, 3.1444, 7.1706, 12.5314
O, 3.9545, 9.5646, 19.7914
O, 6.7897, 5.1994, 14.6127
O, 0.5747, 0.9143, 16.5452
O, 1.5458, 11.7837, 17.1083
O, 5.3859, 8.3064, 13.2883
O, 2.9752, 12.3767, 12.6426
O, 6.4323, 3.1966, 12.8767
O, 2.7929, 9.3175, 16.5793
O, 5.9972, 7.8946, 19.7812
O, 1.9537, 6.3946, 19.7559
O, 1.4534, 9.684, 19.1505
O, 9.4815, 9.7119, 15.4594
O, 3.0973, 8.8918, 10.1681
O, 8.982, 9.0407, 12.9986
O, 2.1518, 7.3125, 14.9809
O, 9.1351, 3.8733, 18.7826
O, 4.7302, 7.9019, 15.7798
O, 7.2499, 1.5959, 10.8335
O, 8.1103, 6.3633, 19.123
O, 5.9037, 5.1589, 9.6002
O, 6.9892, -0.9311, 19.0626
O, 11.0362, 2.2437, 10.0428
O, 8.9777, 2.3946, 12.7039
O, 9.7041, 11.5062, 13.539
O, 6.566, 4.2027, 18.7408
O, 6.045, 10.0498, 9.9372
O, 1.35, 10.8387, 10.2756
O, 5.1624, 10.4667, 14.7436
O, 1.6894, 10.9107, 14.6663
O, 11.3567, 13.083, 18.6142
O, 5.4392, 11.8422, 16.9547
O, 8.0909, 10.9871, 11.3464
O, 11.3095, 5.0084, 19.6313
O, 8.3668, 1.4798, 15.0704
O, 2.4296, 4.0468, 18.6034
O, 3.7519, 11.6913, 10.3262
O, 9.1787, 0.5721, 19.728
O, 2.7667, 2.6458, 12.6412
O, 3.646, 12.6278, 15.1414
O, 7.9864, 4.0892, 10.9322
O, 5.1191, 0.2479, 11.3281
O, 4.4288, 5.4947, 19.4844
O, 6.2027, 13.0558, 14.6763
O, 3.0542, 6.5673, 17.3752
O, 2.7859, 0.9306, 10.7097
O, 0.29, 9.4534, 16.8031
O, 5.2402, 5.6208, 12.6037
O, 2.1331, 4.9671, 13.7773
O, 6.8994, 12.6125, 9.6936

Results
free energy: -165959.270 eV
free energy less fixed offsets of B -154.04, O -568.88, Si -635.61 eV per atom: 7.310 eV

Forces (eV/angstrom), in the order of the atoms: element, x, y, z
Si, 0.0175, -0.0121, 0.1421
Si, -0.0079, -0.0058, 0.1351
Si, 0.0227, -0.0251, 0.1065
Si, -0.0119, 0.0191, 0.1335
Si, -0.0039, -0.0336, 0.1184
Si, -0.0042, -0.0067, 0.1277
Si, 0.015, 0.0217, 0.1306
Si, -0.0005, -0.0271, 0.0942
Si, 0.0123, 0.0174, 0.1203
Si, -0.0182, 0.0176, 0.1127
Si, -0.0009, 0.0137, 0.0881
Si, -0.0394, 0.0224, 0.0927
Si, 0.0099, -0.0066, -0.0219
Si, -0.0007, 0.0035, -0.0125
Si, -0.0038, 0.0033, -0.0085
Si, 0.0106, -0.0274, 0.0034
Si, -0.0097, -0.0025, 0.0184
Si, -0.0073, -0.0084, 0.0172
Si, 0.0241, -0.0045, 0.0406
Si, 0.0023, 0.0217, 0.0212
Si, 0.0093, 0.0032, 0.0377
Si, -0.0088, 0.0116, -0.0101
Si, 0.0017, 0.0181, 0.0022
Si, -0.0028, 0.0159, -0.0179
Si, -0.0002, 0.0145, 0.0112
Si, 0.0001, -0.0037, -0.0083
Si, 0.0058, 0.0104, -0.0009
Si, 0.0017, 0.0322, 0.0102
Si, 0.002, 0.0344, 0
Si, 0.0069, 0.0362, -0.0002
Si, -0.0087, -0.0037, -0.0221
Si, 0.0021, -0.0198, 0.0356
Si, 0.0056, -0.0105, -0.0165
Si, -0.0066, -0.0151, 0.0149
Si, 0.0123, -0.0264, -0.0037
Si, -0.0011, -0.0239, 0.0033
Si, 0.0128, 0.0027, -0.0079
Si, -0.0142, -0.0053, -0.0088
Si, 0.0071, -0.0064, -0.0051
Si, -0.0048, -0.0173, -0.0072
Si, 0.0073, -0.0017, -0.0257
Si, 0.0046, -0.0241, 0.0038
Si, 0.0156, 0.0085, 0.0444
Si, 0.0053, 0.0136, 0.0659
Si, -0.0185, -0.0137, -0.0106
Si, 0.0476, 0.0074, -0.0337
Si, -0.005, 0.0164, 0.0512
Si, -0.0563, -0.0003, -0.0332
Si, -0.0408, -0.081, 0.069
Si, -0.0131, -0.0522, 0.0623
Si, -0.0711, -0.0763, 0.1087
Si, -0.04, -0.0024, 0.0651
Si, 0.0025, -0.0377, 0.0477
Si, -0.0688, 0.0084, 0.0297
Si, -0.0573, 0.04, -0.0352
Si, 0.0094, 0.0063, -0.0782
Si, -0.0289, 0.0459, -0.0993
Si, -0.013, -0.0864, 0.0052
Si, 0.0389, -0.1222, -0.0531
Si, 0.0086, -0.1006, -0.0194
Si, 0.0819, 0.1073, 0.0118
Si, 0.0032, 0.1093, -0.0768
Si, 0.0421, 0.1283, -0.0443
Si, -0.0109, 0.028, 0.0168
Si, 0.0298, 0.0054, -0.062
Si, 0.0855, -0.0221, -0.0224
Si, 0.0595, -0.06, -0.0131
Si, 0.032, 0.0304, 0.025
Si, 0.0024, -0.057, -0.0218
Si, 0.0328, 0.0544, -0.0202
Si, -0.0665, 0.0769, -0.0488
Si, -0.0065, 0.0044, -0.075
Si, -0.0243, -0.0043, 0.0386
Si, -0.0054, -0.0108, 0.0806
Si, 0.0108, -0.034, 0.0544
Si, -0.0296, 0.0111, 0.0236
Si, 0.0297, 0.0172, 0.0648
Si, 0.0157, 0.0374, 0.0638
Si, 0.051, 0.0535, 0.0584
Si, -0.0092, -0.0549, 0.0564
Si, -0.0639, 0.0483, 0.0666
Si, -0.0607, -0.0477, 0.0145
Si, 0.0535, -0.0366, 0.0401
B, 0.0353, -0.0804, 0.4224
Si, 0.0267, -0.0128, -0.044
Si, -0.0015, -0.002, -0.0415
Si, -0.0396, -0.0191, -0.0509
Si, 0.0084, -0.0155, -0.0239
Si, -0.0098, -0.0203, -0.0524
Si, 0.0075, -0.0422, -0.0642
Si, -0.0493, 0.1358, -0.1563
Si, -0.0047, -0.0082, -0.0297
Si, 0.0343, 0.1004, -0.1476
Si, 0.0186, 0.036, -0.0483
Si, 0.0036, 0.0233, -0.0606
Si, -0.0339, -0.1247, -0.1203
Si, -0.0147, 0.0254, -0.0179
Si, -0.0036, 0.019, 0.0141
Si, -0.0085, 0.0285, 0.0158
Si, 0.0478, -0.0167, -0.0031
Si, -0.0244, -0.0032, 0.0197
Si, -0.0002, 0.023, -0.0012
Si, -0.0149, 0.0122, -0.0432
Si, 0.0141, -0.0874, -0.0157
Si, -0.0149, -0.0126, 0.0058
Si, -0.0046, -0.0125, -0.0304
Si, 0.0168, -0.0234, 0.0201
Si, -0.0354, 0.0239, -0.0168
Si, 0.0399, -0.0258, -0.1307
Si, 0.0076, -0.0496, -0.1983
Si, 0.0057, 0.0134, -0.1044
Si, -0.0296, 0.0278, -0.1676
Si, -0.0239, -0.0248, -0.1563
Si, 0.0269, 0.018, -0.1521
Si, -0.0112, 0.0415, -0.117
Si, -0.023, -0.0167, -0.1611
Si, -0.0006, 0.0294, -0.1495
Si, 0.0479, -0.0295, -0.1592
Si, 0.0239, 0.069, -0.143
Si, -0.0218, 0.0123, -0.1568
O, -0.0469, -0.0258, 0.2872
O, 0.0533, -0.0128, 0.1929
O, -0.0831, 0.0095, 0.1973
O, -0.035, -0.0475, 0.2673
O, 0.0319, 0.0479, 0.2586
O, 0.0246, 0.0059, 0.2854
O, 0.0444, 0.0402, 0.2595
O, -0.0273, 0.0177, 0.2281
O, 0.0335, -0.0509, 0.2905
O, -0.0054, 0.0284, 0.3044
O, -0.0154, 0.0029, 0.2973
O, 0.0238, -0.0272, 0.3132
O, -0.0404, 0.0255, -0.2345
O, 0.0283, 0.0147, -0.2292
O, 0.0276, 0.0599, -0.1633
O, -0.021, 0.0356, -0.224
O, -0.023, -0.0546, -0.1812
O, 0.04, -0.0281, -0.2352
O, 0.0115, -0.0199, -0.2118
O, -0.0203, -0.0103, -0.2362
O, -0.0065, 0.0336, -0.2375
O, 0.0295, -0.0067, -0.2358
O, 0.0111, -0.0185, -0.2385
O, -0.0165, -0.0087, -0.2127
Si, -0.0521, 0.0014, -0.2224
Si, -0.0184, -0.0067, 0.0387
Si, -0.0639, -0.0102, -0.2809
Si, -0.0038, 0.0178, 0.2393
Si, -0.0254, -0.0286, -0.2792
Si, 0.0151, -0.0179, 0.239
Si, -0.0045, -0.0076, 0.222
Si, -0.013, 0.0031, 0.105
Si, 0.0172, -0.0022, 0.2435
Si, -0.0135, -0.0256, 0.0393
Si, -0.0338, 0.0168, 0.2245
Si, -0.014, 0.0053, -0.0994
Si, -0.0079, 0.0354, -0.2142
Si, -0.0061, 0.0058, 0.014
Si, 0.008, 0.0065, 0.2238
Si, 0.0499, -0.012, -0.203
Si, -0.0116, -0.028, -0.0636
Si, 0.0015, 0.0125, -0.319
Si, 0.0258, -0.0078, 0.2354
Si, -0.0001, -0.0068, 0.2414
Si, 0.0136, -0.0016, -0.2862
Si, 0.0188, -0.0003, -0.1176
Si, -0.0246, -0.0245, -0.299
Si, -0.0317, 0.0106, 0.212
Si, -0.0007, -0.004, -0.1102
Si, -0.0074, 0.0022, 0.0182
Si, 0.0157, -0.0034, -0.0571
Si, -0.0193, 0.0163, -0.1237
Si, -0.0005, -0.0139, -0.1107
Si, -0.0117, 0.002, 0.141
Si, 0.0003, -0.0179, -0.2661
Si, 0.0427, 0.0493, -0.2972
Si, 0.0175, 0.0232, -0.0897
Si, 0.0125, 0.0199, -0.2227
Si, -0.0037, -0.0257, 0.1439
Si, 0.0278, 0.0345, -0.322
Si, 0.0324, 0.0245, -0.2843
Si, -0.0225, 0.0198, -0.2863
Si, 0.0023, 0.0234, -0.2667
Si, -0.0109, -0.0017, 0.1476
Si, -0.0048, -0.0007, 0.1291
Si, -0.0152, -0.0009, 0.0181
Si, 0.0473, -0.0324, -0.3215
Si, 0.0242, -0.0183, 0.2255
Si, 0.006, -0.0107, -0.0064
Si, -0.022, 0.0038, 0.222
Si, -0.0086, 0.0132, -0.2301
O, -0.0036, -0.0125, 0.1043
O, -0.0122, -0.0063, 0.0239
O, 0.0039, -0.0189, 0.1122
O, -0.007, -0.0064, -0.0749
O, -0.002, -0.0073, -0.0668
O, 0.0078, 0.01, -0.0721
O, 0.0014, 0.0134, -0.0748
O, -0.0097, 0.0014, 0.0174
O, -0.0108, 0.0134, 0.0276
O, -0.0026, -0.0012, 0.0349
O, -0.0187, -0.0545, 0.1127
O, 0.0045, 0.0006, 0.0198
O, 0.005, 0.0461, 0.1029
O, -0.0119, -0.0033, -0.0201
O, -0.0039, -0.0063, 0.0124
O, 0.0659, -0.0336, 0.1084
O, -0.0221, -0.0184, 0.1066
O, 0.0009, -0.0028, -0.068
O, -0.0543, -0.0573, 0.173
O, -0.0005, 0.0333, -0.0705
O, -0.0224, -0.0001, 0.102
O, 0.0681, -0.0237, 0.1223
O, 0.0031, 0.0052, 0.0172
O, -0.0095, 0.0145, -0.0856
O, -0.0701, -0.036, 0.1546
O, -0.0094, 0.0097, 0.0017
O, 0.0001, 0.0021, -0.0683
O, 0.0601, -0.0055, -0.0921
O, 0.0397, -0.007, -0.0884
O, 0.0152, 0.0106, -0.0464
O, 0.0499, 0.0077, 0.1192
O, -0.0527, -0.0236, 0.1209
O, -0.0199, -0.0159, 0.0768
O, -0.0201, 0.0218, -0.0865
O, 0.015, 0.0083, 0.0292
O, 0.0026, 0.0132, -0.027
O, 0.0015, -0.0055, -0.0301
O, 0.0077, 0.0345, 0.0848
O, -0.0412, -0.0176, 0.147
O, -0.033, 0.026, 0.0836
O, 0.0031, 0.0026, -0.0183
O, 0.0277, -0.0198, -0.0858
O, 0.0351, -0.0144, -0.0774
O, -0.0468, -0.02, -0.0913
O, -0.0034, 0.0023, 0.0216
O, 0.0026, -0.0154, 0.1019
O, -0.0144, -0.0424, 0.1018
O, 0.0062, 0.0125, 0.0279
O, -0.0329, 0.0159, -0.0765
O, 0.0096, 0.0075, 0.0054
O, 0.0364, 0.0576, 0.1223
O, 0.0132, -0.047, -0.0775
O, -0.0131, -0.0022, 0.098
O, -0.0499, -0.0013, -0.1057
O, 0.005, 0.0466, 0.107
O, 0.0367, -0.004, 0.1021
O, 0.0048, 0.0185, 0.1111
O, 0.0394, 0.009, -0.0771
O, -0.0198, -0.0029, 0.0986
O, 0.0231, 0.0027, 0.0943
O, -0.0006, 0.0118, 0.0131
O, 0, -0.005, 0.0148
O, 0.0258, -0.0384, -0.1144
O, -0.0051, -0.0092, -0.0481
O, 0.0622, -0.0172, 0.1691
O, 0.0013, -0.0041, -0.0663
O, -0.005, -0.0101, 0.0196
O, -0.0008, 0.0295, -0.0685
O, 0.0208, 0.0763, 0.1168
O, 0.0101, 0.0106, -0.0722
O, -0.0029, 0.0237, 0.1407
O, 0.0111, 0, 0.0241
O, 0.0071, -0.0657, 0.1593
O, -0.0437, -0.0035, 0.0954
O, -0.0303, 0.012, -0.0727
O, -0.0005, 0.0022, 0.0072
O, 0.0073, 0.0435, -0.0739
O, 0.0085, -0.0006, 0.0729
O, 0.0174, 0.0154, -0.0626
O, 0.0045, -0.0298, 0.0749
O, 0.0055, -0.0144, 0.0356
O, -0.017, 0.0432, 0.1152

The program warned: the cutoff lies below the one the program advises for these potential files; the forces do not sum to zero within the program's tolerance; the exchange-correlation potential is rough where the density is thin.
